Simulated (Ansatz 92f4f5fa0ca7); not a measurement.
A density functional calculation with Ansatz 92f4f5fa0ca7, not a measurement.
Periodic cell of 215 atoms, Si131O82As2, from a study of silicon, its oxide and their interface. The atomic structure is a simulated model.
Doubt: the cutoff is far below the 930 eV that the study's wrapper takes by default for these files, so forces and energies are approximate.
This geometry differs little from another in the collection (a relaxation step or a small displacement).

Settings: functional PBE; potential files Ansatz PAW; basis plane waves; wave-function cutoff 580 eV; density cutoff ratio 5; exchange-correlation grid ratio 1; k mesh 1 x 1 x 1, Gamma-centred; self-consistency stop 5e-08 eV per atom in the density residual; occupations fixed; spin none; net charge 0.

Cell vectors (angstrom)
a  10.938  0  0
b  0  10.938  0
c  0  0  31.5432

Atoms: element, x, y, z (angstrom)
Si  10.4256  0.5428  24.2013
As  5.9869  10.5559  24.2969
Si  2.1246  3.2687  24.0206
Si  8.7209  2.2786  24.2843
Si  0.4667  5.1031  24.0658
Si  5.0991  5.8906  24.2097
Si  3.4444  7.6609  24.1569
As  7.9346  8.6906  23.6272
Si  1.2973  1.4876  25.3832
Si  6.9279  1.4182  25.5691
Si  3.9956  4.1261  25.3082
Si  9.6728  4.1247  25.3983
Si  1.4821  6.842  25.3005
Si  6.8949  6.9364  25.3266
Si  4.1329  9.5349  25.4562
Si  9.4627  9.6398  25.3269
Si  2.6993  0.0477  26.6669
Si  8.2201  -0.0301  26.8995
Si  0.013  2.7854  26.8722
Si  5.401  2.7931  26.6997
Si  2.7272  5.4767  26.7988
Si  8.2189  5.5038  26.6617
Si  0.0001  8.2252  26.5884
Si  5.5465  8.2065  26.8198
Si  4.0911  1.3717  28.0808
Si  9.5832  1.3902  28.192
Si  1.383  4.1366  28.1984
Si  6.8266  4.1385  28.0588
Si  4.1131  6.8441  28.1335
Si  9.6029  6.8522  28.0443
Si  1.3454  9.5836  28.038
Si  6.8434  9.5604  28.2272
Si  0.0147  -0.0115  29.4942
Si  5.4478  0.0194  29.5021
Si  2.7451  2.7287  29.5
Si  8.1698  2.7613  29.4851
Si  -0.0156  5.4972  29.4981
Si  5.4762  5.4741  29.4877
Si  2.7188  8.2233  29.4625
Si  8.2409  8.1743  29.5005
Si  1.3673  1.3673  30.8594
Si  6.8362  1.3673  30.8594
Si  4.1018  4.1018  30.8594
Si  9.5708  4.1018  30.8594
Si  1.3673  6.8362  30.8594
Si  6.8362  6.8362  30.8594
Si  4.1018  9.5708  30.8594
Si  9.5708  9.5708  30.8594
Si  2.7345  0  0.6835
Si  8.2035  0  0.6835
Si  0  2.7345  0.6835
Si  5.469  2.7345  0.6835
Si  2.7345  5.469  0.6835
Si  8.2035  5.469  0.6835
Si  0  8.2035  0.6835
Si  5.469  8.2035  0.6835
Si  4.117  1.3496  2.0528
Si  9.5429  1.3834  2.0405
Si  1.335  4.1318  2.0543
Si  6.8553  4.0735  2.0542
Si  4.081  6.8603  2.0383
Si  9.5944  6.8137  2.0506
Si  1.3805  9.5581  2.0557
Si  6.832  9.5743  2.0645
Si  -0.0329  -0.0073  3.3469
Si  5.472  -0.007  3.484
Si  2.7081  2.7285  3.3417
Si  8.1942  2.7029  3.4922
Si  -0.015  5.4754  3.5119
Si  5.4651  5.4776  3.3282
Si  2.7454  8.2094  3.4823
Si  8.2324  8.1876  3.3785
Si  1.3081  1.3724  4.6737
Si  6.852  1.3094  4.9103
Si  4.0774  4.1224  4.644
Si  9.5438  4.0702  4.8931
Si  1.367  6.875  4.8921
Si  6.8472  6.8069  4.6874
Si  4.1186  9.5682  4.8913
Si  9.5882  9.5652  4.7459
Si  2.6379  0.0502  6.1054
Si  8.246  -0.1264  6.2601
Si  -0.0004  2.6624  6.1926
Si  5.3959  2.7761  6.0712
Si  2.7699  5.4404  6.1349
Si  8.1102  5.4458  6.1799
Si  0.0138  8.3015  6.2391
Si  5.5837  8.1611  6.1581
Si  3.4955  1.9514  7.177
Si  10.0458  0.8388  7.454
Si  1.7941  3.6677  7.3461
Si  6.229  4.5335  7.3848
Si  4.6583  6.3165  7.2558
Si  9.1846  7.1891  7.3303
Si  0.9171  10.1659  7.5192
Si  7.4384  8.8966  7.4888
O  4.6007  6.6078  8.8842
O  1.4353  3.9952  8.939
O  9.7622  6.5304  8.7432
O  1.3431  10.1301  9.147
O  6.1015  4.2359  9.0264
O  3.7427  1.6488  8.7699
O  7.1856  8.9898  9.1406
O  9.6745  1.1005  9.0504
O  8.223  2.6776  22.7735
O  10.9081  5.6446  22.5692
O  5.2875  0.4009  22.8106
O  5.4206  5.3978  22.6585
O  2.2726  2.806  22.4331
O  3.4997  7.9457  22.5201
O  9.3378  8.5051  22.3374
O  -0.1436  11.2407  22.6095
Si  2.2216  2.9615  12.8804
Si  8.7333  1.3426  10.3513
Si  1.1398  4.5258  15.34
Si  7.5888  5.6031  12.2229
Si  2.5441  8.1727  21.2207
Si  5.4687  7.8303  12.4646
Si  9.3678  0.4698  15.4691
Si  3.0529  0.0028  16.7094
Si  10.5458  1.1563  12.5701
Si  7.8092  2.8244  21.2206
Si  9.2045  8.8015  14.4431
Si  1.5258  4.7819  10.3643
Si  4.5864  9.4821  19.1901
Si  11.2216  6.0623  21.0112
Si  6.7125  10.4887  14.8412
Si  5.4021  0.7731  21.2278
Si  2.3942  9.824  10.3711
Si  0.5724  10.6365  21.2844
Si  5.9072  5.2931  21.118
Si  3.6833  7.1027  10.1092
Si  9.1101  5.7074  14.8609
Si  3.6911  4.1763  19.0652
Si  10.1267  3.6169  19.347
Si  4.351  8.7224  15.3593
Si  0.5619  1.9298  17.1596
Si  6.9323  7.574  19.3021
Si  5.3562  3.6894  16.7512
Si  7.8919  5.0345  17.5826
Si  6.7103  9.9589  10.3646
Si  4.427  1.0764  10.0988
Si  0.0262  9.0906  11.8805
Si  9.4842  8.5669  20.7249
Si  4.6527  1.7161  14.6023
Si  2.5391  2.1554  20.9587
Si  6.372  3.3701  10.381
Si  3.5142  5.9729  16.6936
Si  9.9292  6.5349  10.3554
O  0.1717  2.5532  18.6048
O  3.0351  9.6955  15.6152
O  11.0519  4.6797  20.1678
O  7.6363  2.4558  9.947
O  10.9749  5.3422  10.8033
O  6.6442  6.7741  12.8654
O  10.3899  8.0604  10.7558
O  7.7489  9.4935  13.9812
O  8.4743  6.2252  11.0084
O  5.3834  10.3953  20.2781
O  2.232  3.738  11.4259
O  8.1129  8.58  19.8258
O  6.3309  6.7769  20.602
O  5.603  2.7883  15.4098
O  1.462  0.9399  20.6524
O  6.1016  9.0941  11.616
O  4.7403  5.065  16.1203
O  6.6875  3.9382  17.6662
O  10.5743  10.6656  11.7773
O  5.6775  0.5509  14.0008
O  8.1255  5.1215  15.9877
O  9.8269  9.8299  15.5578
O  -0.3216  5.1819  15.1285
O  1.7758  6.7516  20.927
O  1.6292  0.6711  17.2008
O  6.7313  1.652  20.8615
O  1.105  1.7599  12.7983
O  3.2626  5.5688  18.2756
O  9.6175  2.0305  11.5525
O  1.1177  3.1644  16.2428
O  8.6065  5.1494  13.4139
O  10.341  8.5783  13.2887
O  1.5728  9.4026  21.6723
O  10.3564  9.9359  20.3296
O  3.2337  0.2234  10.8648
O  5.1257  2.3769  10.8336
O  1.757  4.1259  13.9004
O  7.9611  10.9067  10.841
O  9.2334  4.468  18.2878
O  5.7402  9.5331  15.765
O  5.5802  -0.0015  9.7208
O  3.6628  2.3283  13.4208
O  2.091  5.6925  15.9548
O  9.7862  1.0557  14.0014
O  4.4458  6.983  11.5295
O  4.7347  4.639  20.2171
O  10.0839  1.3587  16.5946
O  6.7018  4.3511  11.6504
O  5.7317  8.457  18.6208
O  9.1528  2.7198  20.3075
O  3.746  1.1795  15.8379
O  4.2932  3.1652  17.9025
O  10.2248  7.1569  20.3331
O  3.3904  8.6754  9.7905
O  4.0237  7.4831  16.3677
O  7.7373  0.5115  15.6953
O  8.9802  7.3226  15.0366
O  4.0637  1.6164  20.8924
O  1.6539  9.1498  11.6818
O  2.3692  6.1634  10.1895
O  7.4713  6.4834  18.208
O  7.2101  4.3221  20.9987
O  4.6101  8.2979  13.7882
O  3.4091  8.6023  19.9133
O  2.5065  3.3378  19.8173
O  3.8889  10.4112  18.0259

Results
free energy: -139623.865 eV
free energy less fixed offsets of As -4856.12, O -568.88, Si -635.61 eV per atom: 1.445 eV

Forces (eV/angstrom), in the order of the atoms: element, x, y, z
Si  0.0041  0.0084  -0.0185
As  -0.0265  0.0074  -0.0084
Si  -0.0016  0.0049  0.0022
Si  0.0084  0.0055  0.0109
Si  -0.0028  -0.0234  0.0045
Si  0.0261  0.0131  0.0158
Si  -0.0036  -0.01  0.0028
As  -0.0382  0.0119  0.0427
Si  -0.0116  -0.0071  0.0043
Si  0.0016  0.0033  -0.0114
Si  -0.005  0.004  -0.008
Si  0.0004  0.0131  -0.0025
Si  0.0028  0.0112  -0.0065
Si  0.0003  0.0009  -0.003
Si  0.0093  0.0028  0.0083
Si  0.0028  -0.0185  0.0109
Si  -0.0027  0.0045  0.0022
Si  0.0065  -0.0041  -0.0046
Si  0.0087  0.0001  -0.0005
Si  -0.0122  0.0065  0.0065
Si  0.0035  -0.0094  -0.0042
Si  -0.0137  -0.0089  0.0043
Si  -0.0116  0.0072  -0.0096
Si  -0.0072  -0.0232  -0.0006
Si  0.0042  -0.0051  -0.0073
Si  -0.0009  0.0039  -0.0001
Si  -0.0015  0.0012  0.0047
Si  0.0186  0.0008  0.0031
Si  -0.007  0.0081  0.0064
Si  -0.0055  -0.0074  -0.0056
Si  -0.0004  -0.0021  -0.0007
Si  -0.0024  0.0078  0.0007
Si  -0.0028  0.0037  -0.0019
Si  0.0061  -0.0023  -0.003
Si  0.0019  0.0008  -0.0002
Si  -0.0058  0.0012  0.0031
Si  0.0012  0.0024  0.0012
Si  -0.0044  -0.001  0.0041
Si  -0.0018  -0.0043  0.0054
Si  0.0026  -0.0011  -0.0063
Si  0.1227  -0.0752  0.0652
Si  -0.1464  0.1147  -0.026
Si  0.1549  -0.049  0.0264
Si  -0.1512  0.1233  -0.122
Si  -0.0163  0.1968  -0.1106
Si  0.1162  -0.0903  0.0617
Si  -0.1809  0.0732  -0.1042
Si  0.1153  -0.0794  0.0935
Si  0.0941  -0.115  0.0716
Si  -0.1746  0.033  -0.0499
Si  -0.157  0.1295  -0.0218
Si  0.103  -0.1045  0.0553
Si  -0.1482  0.1222  -0.0425
Si  0.0912  -0.1841  0.1032
Si  0.1996  -0.0884  0.0687
Si  -0.0119  0.1563  -0.0385
Si  -0.0013  0.0024  -0.0015
Si  0.0022  -0.0021  0.0006
Si  0.0019  -0.0014  -0.001
Si  -0.0019  0.0006  -0.0001
Si  0.0031  -0.0025  0
Si  -0.001  0.0038  -0.0008
Si  -0.0002  -0.0004  -0.0004
Si  0.0024  0.0001  -0.0021
Si  -0.0006  0.0012  0.0006
Si  -0.0013  -0.0004  -0.0003
Si  -0.0005  -0.0012  0.0013
Si  0.0007  0.0002  -0.0004
Si  -0.0012  0  -0.0002
Si  -0.0007  0  0.0012
Si  -0.0009  -0.001  -0.0004
Si  -0.0022  -0.0037  0.0012
Si  -0.0001  -0.0011  -0.0006
Si  0.0002  0.0001  -0.0008
Si  -0.0003  -0.0016  -0.0039
Si  0.0007  -0.0004  0.0006
Si  0  -0.0004  0.0006
Si  -0.0002  0.0003  -0.001
Si  -0.0003  -0.0019  0.0004
Si  -0.0006  -0.0005  -0.0022
Si  0.0015  -0.0001  0.0025
Si  -0.0002  -0.0001  0.0005
Si  0.0001  -0.0015  0.002
Si  0.0003  -0.0006  0.0002
Si  0.0009  -0.0007  -0.0007
Si  -0.0016  -0.0001  0.0009
Si  0.0006  0.0003  -0.0007
Si  0.0005  -0.0012  0.0026
Si  -0.0001  0.001  -0.0033
Si  -0.0007  0.001  0.0002
Si  0.0001  0.001  -0.0006
Si  -0.0001  -0.0016  -0.003
Si  -0.0003  0.0006  -0.0005
Si  0.0014  -0.0003  -0.0029
Si  0.0001  -0.0006  -0.0007
Si  0.0012  -0.0009  -0.0053
O  0.0001  -0.0005  0.0025
O  -0.0018  0.0009  0.0011
O  0.0008  -0.0009  0.0058
O  0.0013  -0.001  0.0006
O  0.0005  -0.0042  0.0061
O  0.0048  -0.0029  0.0081
O  0.0001  0.0029  0.0068
O  -0.0003  -0.0001  0.0004
O  -0.0063  -0.0099  -0.0113
O  0.0008  0.0168  -0.0092
O  -0.0007  0.0097  -0.0249
O  -0.0025  -0.0007  -0.0004
O  0.0058  -0.0191  -0.0398
O  0.0004  0.0044  -0.0079
O  0.0216  -0.0427  0.0932
O  0.0084  0.0119  0.0189
Si  -0.001  -0.0051  -0.0037
Si  -0.0024  -0.0002  -0.0014
Si  -0.0058  -0.0034  -0.0025
Si  -0.0024  -0.0016  -0.005
Si  -0.002  -0.0128  0.004
Si  0  -0.0022  -0.0041
Si  0.0003  0.0004  -0.0043
Si  0.0002  0.0038  0.0003
Si  0.0007  -0.0036  0.0026
Si  -0.0143  -0.0146  0.0049
Si  0  -0.0014  -0.0031
Si  -0.0003  -0.0023  -0.0019
Si  -0.011  0.0036  -0.002
Si  0.0106  0.015  0.0085
Si  0.0042  -0.0001  0.0008
Si  -0.0266  0.0102  0.0197
Si  0.0004  -0.0005  0
Si  -0.0244  -0.0352  -0.016
Si  0.0018  -0.0111  -0.0053
Si  -0.0017  -0.004  -0.0013
Si  0.0011  -0.0028  0.0065
Si  0.006  0.0067  0.009
Si  -0.0018  -0.0067  -0.0082
Si  -0.0004  0.001  -0.0041
Si  -0.0011  -0.0064  -0.004
Si  0.0138  0.0104  0.0109
Si  -0.0018  0.003  0.0001
Si  0.0031  0.0026  -0.0051
Si  -0.0029  0  -0.0021
Si  -0.0013  0.002  -0.0067
Si  -0.001  -0.0011  0.0013
Si  0.025  0.052  -0.0781
Si  -0.0053  -0.0029  -0.002
Si  0.013  -0.0052  0.0312
Si  0.0049  0.0006  -0.0029
Si  0.0039  -0.004  -0.0049
Si  0.0002  -0.0039  0.0007
O  -0.0005  0.0011  0.0061
O  0.0014  -0.0038  0.0008
O  0.0001  0.0013  0.0039
O  -0.0001  0.0019  0.0044
O  -0.001  -0.0003  -0.0023
O  0.0008  -0.0001  -0.0014
O  0  -0.0003  -0.0017
O  0  -0.0026  0.0008
O  -0.0018  -0.0027  0.0017
O  -0.0064  0.0129  0.0138
O  0.0015  -0.0016  0.0013
O  -0.0652  -0.0084  -0.054
O  -0.0042  -0.0077  -0.0073
O  -0.0012  -0.0009  0.0029
O  0.0082  0.0031  0.0094
O  -0.0017  -0.0003  -0.0027
O  -0.0052  -0.0029  0.0031
O  -0.0068  -0.0024  -0.0004
O  0.0003  0.0005  -0.0007
O  0  -0.0005  -0.0005
O  0.0073  0.0038  -0.001
O  -0.001  -0.003  0.0009
O  -0.0057  -0.0018  -0.0011
O  -0.0037  0.0004  0.0018
O  0.0021  -0.001  -0.0013
O  0.0243  0.0121  -0.0032
O  -0.0014  -0.0019  0.0005
O  0.0028  -0.0094  0.0061
O  -0.0003  -0.0006  -0.002
O  0.001  0.0045  -0.0009
O  -0.0003  -0.0016  0.0014
O  -0.0022  -0.0014  0.0019
O  -0.0294  0.0212  -0.0122
O  0.0499  0.0334  0.0012
O  -0.0001  0.0004  -0.0008
O  -0.0031  -0.0044  -0.0019
O  -0.0021  0.0015  0.0024
O  -0.0024  -0.001  -0.0021
O  -0.0051  0.0025  -0.0022
O  -0.001  -0.0026  0.0031
O  0.0022  -0.0005  -0.0018
O  0.0018  -0.0023  0.0027
O  0.0045  0.0003  0.004
O  0.0003  -0.0022  -0.0001
O  0.0028  0.0003  0.0011
O  -0.0008  -0.0013  -0.0065
O  0.0022  -0.0018  0.0005
O  0.0016  0  -0.002
O  0.0114  -0.0041  0.0064
O  0.0001  -0.0012  0.0028
O  0.0025  -0.0021  0.0002
O  0.002  0.0012  -0.0033
O  0.051  -0.0806  -0.0248
O  -0.0008  0  0.0001
O  -0.0015  -0.0034  0.0007
O  -0.0011  -0.0027  -0.0005
O  0.0028  -0.0066  -0.0003
O  -0.0035  -0.0247  0.0161
O  -0.0019  -0.0009  -0.0014
O  0.0017  -0.001  0.0013
O  0.0061  -0.005  -0.0011
O  -0.0145  0.0052  0.0006
O  -0.0005  -0.0005  0.0012
O  0.0065  0.0051  -0.0036
O  0.0053  0.0037  0.0001
O  0.0026  -0.0059  0.0031

The program warned: the cutoff lies below the one the program advises for these potential files; the exchange-correlation potential is rough where the density is thin.
